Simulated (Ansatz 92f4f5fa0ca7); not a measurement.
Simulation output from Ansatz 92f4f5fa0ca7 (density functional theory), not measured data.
Periodic cell of 181 atoms, Si99O82, from a study of silicon, its oxide and their interface. The atomic structure is a simulated model.

Settings: functional PBE; potential files Ansatz PAW; basis plane waves; wave-function cutoff 700 eV; density cutoff ratio 5; exchange-correlation grid ratio 2; k mesh 2 x 2 x 1, shifted by 0.5 0.5 0.5 of a step; self-consistency stop 5e-08 eV per atom in the density residual; occupations Fermi-Dirac, 0.05 eV; spin none; net charge 0.

Cell vectors (angstrom)
a  11.5983  0  0
b  0  11.5983  0
c  -3.5793  4.1552  25.0473

Atoms: element, x, y, z (angstrom)
Si  1.4572  -1.189  1.1137
Si  -0.0703  3.1988  2.1219
Si  0.2021  6.36  -2.5655
Si  4.365  1.5769  -1.6331
Si  4.1127  3.272  0.2951
Si  3.6948  5.7706  0.3618
Si  8.3947  -0.7975  0.3587
Si  8.5851  3.5099  -0.3938
Si  8.4395  7.7026  0.6392
Si  1.0601  8.5213  -0.1922
Si  2.4019  2.8983  2.0616
Si  2.2915  6.837  -1.2944
Si  6.3455  -0.5729  1.652
Si  6.1727  3.2013  1.6668
Si  6.3511  7.1076  1.5627
Si  10.6524  -0.542  1.6112
Si  10.8701  3.6788  0.0282
Si  10.442  7.3797  1.9117
Si  2.6076  1.0083  3.5336
Si  2.7091  5.0022  3.1143
Si  2.4242  10.1527  3.2976
Si  6.3314  1.2961  3.0944
Si  6.5816  5.2161  2.937
Si  6.2519  9.0804  2.9997
Si  10.5536  1.2898  3.1315
Si  10.6162  5.2965  3.0195
Si  10.3861  9.3419  3.2534
Si  0.6864  1.4215  4.7764
Si  0.8017  5.4573  4.4754
Si  0.7058  9.4092  4.7791
Si  4.5753  1.2905  4.7589
Si  4.6976  5.2392  4.3507
Si  4.3743  9.2541  4.5213
Si  8.4314  1.3093  4.2911
Si  8.5723  5.2762  4.2447
Si  8.2998  9.1285  4.3308
Si  0.7108  -0.3403  6.2802
Si  0.6554  3.5478  5.8433
Si  0.8005  7.2539  6.0015
Si  4.5495  -0.6048  6.2381
Si  4.5614  3.4145  5.8547
Si  4.4933  7.1443  5.7463
Si  8.3557  -0.6369  5.801
Si  8.4739  3.3124  5.5072
Si  8.5326  7.2206  5.6865
Si  2.6203  -0.3327  7.8254
Si  2.5786  4.1576  7.0258
Si  2.7152  6.5978  7.2802
Si  6.5882  -0.7202  7.4291
Si  6.6283  3.2645  6.9513
Si  6.5329  7.1124  6.9659
Si  10.241  -0.596  7.2895
Si  10.2231  3.4195  7.0657
Si  10.3733  7.1908  7.3069
Si  2.8143  1.3248  9.7291
Si  2.6346  3.6863  9.2603
Si  2.7354  7.4478  9.6217
Si  7.2931  1.3898  8.2442
Si  5.5046  5.0916  10.0434
Si  6.5408  8.7558  8.6371
Si  9.6476  1.4567  8.2369
Si  9.4978  5.2171  8.4466
Si  10.893  9.1322  8.6595
Si  1.5561  -0.0186  11.3006
Si  1.597  5.7522  11.1108
Si  1.6351  9.4978  9.1637
Si  5.7403  2.2546  10.8595
Si  7.0571  5.1805  8.2339
Si  5.0643  8.109  10.3616
Si  10.3102  1.1699  11.2496
Si  10.0818  5.5847  11.5045
Si  8.9177  8.3755  10.7912
Si  3.0311  2.6569  15.7285
Si  5.5713  8.8845  15.2496
Si  6.8292  9.6333  12.6153
Si  4.5214  1.9193  18.3725
Si  -1.9405  3.1531  13.3712
Si  2.7665  9.3576  15.8485
Si  12.0111  2.6796  14.793
Si  8.5404  1.6563  21.8811
Si  0.8162  5.0801  18.9605
Si  5.5413  8.112  19.3079
Si  5.4893  6.5965  21.8318
Si  1.8825  0.238  14.3807
Si  4.931  10.4588  17.6063
Si  -0.6533  5.8946  21.4021
Si  2.3497  2.7345  20.4781
Si  0.3063  3.7953  24.5334
Si  7.1474  3.2199  19.7385
Si  -0.0896  1.6652  22.1259
Si  3.679  4.5145  22.5953
Si  -1.9535  4.3907  19.1683
Si  5.9172  10.3271  24.3557
Si  -3.192  7.5044  22.3036
Si  5.0728  6.4458  16.9987
Si  7.2963  5.8712  18.6513
Si  2.2438  4.644  13.8522
Si  7.6533  0.9949  12.6998
Si  2.1712  6.3464  16.3336
O  5.077  6.7282  0.4836
O  0.0659  7.7177  0.8322
O  1.444  3.4264  25.6601
O  -1.1752  4.0058  25.2407
O  7.5064  2.9104  0.6664
O  2.778  6.0487  1.7624
O  4.3356  1.561  10.4266
O  3.9752  4.6465  9.5895
O  1.4344  4.4113  10.1467
O  6.8527  1.7866  9.7765
O  -0.0763  0.1196  11.4587
O  7.9355  8.3484  9.4851
O  10.3578  1.6853  9.7213
O  9.8884  4.865  10.0469
O  11.6606  6.021  11.6694
O  10.2994  9.0357  10.23
O  2.562  5.3908  12.4301
O  -3.1704  7.4117  23.9353
O  -3.4056  9.0379  21.7792
O  10.7889  5.3526  -0.0137
O  -1.5378  2.1518  21.5194
O  1.3872  5.8566  17.6649
O  0.2755  2.566  23.4396
O  4.943  12.0318  17.9073
O  8.386  2.724  -1.7857
O  8.246  5.0875  -0.7805
O  -1.1495  3.1737  14.829
O  1.0845  3.5222  13.546
O  4.7288  5.1834  21.5008
O  8.4815  9.2038  -0.0573
O  0.3493  6.1916  20.1019
O  1.63  5.7267  14.9249
O  7.1279  6.5629  21.8821
O  0.4636  1.0609  14.5316
O  1.7702  10.05  10.7568
O  5.6088  9.2302  11.5602
O  5.5476  6.558  10.8023
O  2.2224  0.055  12.8017
O  8.818  0.588  11.6052
O  6.2462  1.6723  12.2739
O  -3.2522  2.1791  13.6379
O  7.0668  11.1564  13.2157
O  8.0823  -0.0379  -1.0906
O  1.908  4.0649  19.6226
O  9.4771  4.6662  12.7549
O  8.267  9.2768  11.9637
O  9.1783  6.934  11.4862
O  5.7619  7.4245  15.9164
O  7.0298  7.4402  19.0529
O  5.4648  9.6952  18.9596
O  6.5666  8.8182  13.9914
O  1.4181  2.9561  16.0866
O  5.9166  10.0673  16.3445
O  3.0709  1.1351  15.0952
O  3.1605  3.1615  21.8245
O  1.7327  10.4018  15.1452
O  5.8629  3.8747  11.0767
O  1.0494  1.8561  20.9554
O  6.2952  5.4424  17.411
O  -1.0205  2.4193  12.2464
O  5.8933  2.581  18.9396
O  4.5431  7.2996  18.2964
O  3.9642  2.7333  17.0559
O  8.6251  3.1046  18.9827
O  3.4551  3.7644  14.5704
O  3.3195  7.5492  -2.448
O  3.4053  9.9994  17.2169
O  2.0241  7.9663  16.2315
O  5.0642  7.814  20.8236
O  8.8948  5.6561  18.3891
O  7.3562  2.551  21.2044
O  0.2823  -2.4175  -1.5415
O  -1.7328  7.0895  21.7228
O  3.7164  5.7913  16.4273
O  -1.3787  6.642  -2.0857
O  3.3431  1.862  19.5072
O  0.3966  7.5438  -3.6919
O  -0.4887  4.1877  18.4881
O  -1.6803  4.7335  20.7694
O  6.8839  4.8321  19.8517
O  4.0035  9.0806  14.7958
O  2.3717  5.4662  22.9211

Results
free energy: -109572.999 eV
free energy less fixed offsets of O -569.03, Si -635.61 eV per atom: 12.851 eV
pressure: -0.66 GPa
stress xx, yy, zz, yz, xz, xy (GPa, positive in tension): 1.84, -0.03, 0.16, -0.1, 0.09, 0.63

Forces (eV/angstrom), in the order of the atoms: element, x, y, z
Si  -0.1594  -0.2542  -0.0991
Si  0.0761  0.0079  0.1591
Si  -0.1175  -0.064  -0.2556
Si  0.2886  0.3229  -0.1632
Si  -0.0746  0.5433  0.2301
Si  -0.0261  0.0422  0.0426
Si  0.1451  0.037  -0.5066
Si  -0.3153  -0.0505  -0.3257
Si  0.3577  -0.0314  0.1081
Si  0.0602  0.265  -0.1614
Si  -0.1183  -0.362  -0.0488
Si  0.127  0.2473  -0.0125
Si  -0.1718  -0.3087  -0.0242
Si  0.211  -0.079  -0.1384
Si  -0.542  -0.1849  -0.1467
Si  0.069  0.1179  0.2135
Si  0.1276  0.0418  0.0941
Si  0.1211  0.5941  0.5203
Si  0.0933  -0.129  0.0718
Si  0.2422  0.3208  -0.1676
Si  -0.0283  0.1547  0.1192
Si  0.0239  0.1537  0.335
Si  -0.0297  -0.0704  -0.0726
Si  0.1444  -0.0644  0.3182
Si  -0.007  -0.0465  0.0081
Si  0.0001  -0.0318  0.009
Si  0.2096  -0.3625  0.2395
Si  -0.0856  0.0525  0.0666
Si  -0.0443  0.0426  0.022
Si  -0.1623  -0.086  0.0426
Si  -0.0682  0.1649  0.1187
Si  -0.1435  -0.0323  0.1519
Si  0.047  -0.0031  -0.0488
Si  0.0481  -0.1738  -0.0313
Si  0.05  -0.0277  -0.0224
Si  0.0278  0.0384  -0.1847
Si  0.2235  0.0245  0.2064
Si  -0.0835  -0.1616  0.0189
Si  0.0547  0.1948  -0.0856
Si  -0.2492  0.1282  0.0261
Si  -0.092  -0.0641  -0.0716
Si  -0.0756  0.0807  0.0134
Si  0.0777  0.0402  -0.091
Si  -0.1527  0.1014  -0.077
Si  -0.1027  -0.0142  0.0974
Si  -0.0246  -0.1422  -0.5571
Si  0.2066  0.1405  -0.2377
Si  0.0878  -0.0797  -0.0663
Si  0.0547  -0.0218  -0.044
Si  0.0537  0.0806  -0.069
Si  0.0242  -0.0872  -0.2734
Si  -0.1476  -0.0434  0.1131
Si  -0.0505  -0.0408  -0.0838
Si  -0.0674  0.0817  -0.1653
Si  0.2162  0.3857  0.1713
Si  -0.1044  0.155  -0.0642
Si  -0.0061  0.1396  -0.17
Si  -0.5335  0.2254  0.0259
Si  0.2845  -0.1819  -0.0407
Si  0.4829  0.1186  -0.2965
Si  0.537  0.0371  0.0606
Si  -0.0256  -0.2393  0.4593
Si  -0.336  0.2419  0.0594
Si  -0.1556  -0.0942  0.6517
Si  -0.0506  0.0635  0.0721
Si  0.433  -0.5253  0.3996
Si  0.4853  -0.2112  0.2292
Si  -0.2126  -0.001  0.0708
Si  -0.1519  0.2544  0.6074
Si  -0.3028  0.1587  0.2983
Si  -0.1632  -0.1819  0.1959
Si  -0.0375  0.1998  0.1009
Si  -0.0139  -0.1509  0.0974
Si  0.0909  -0.0267  -0.0247
Si  0.1603  0.3201  0.5178
Si  -0.0206  -0.0028  -0.0381
Si  -0.1187  -0.2131  0.3205
Si  0.117  0.0588  -0.0208
Si  -0.3162  -0.0094  0.0684
Si  -0.1026  0.0271  -0.0302
Si  -0.0359  -0.1197  -0.0997
Si  -0.0265  -0.0014  -0.2206
Si  0.0359  -0.0116  -0.3364
Si  -0.1392  0.1991  0.1965
Si  0.051  -0.0179  -0.0094
Si  -0.3939  0.134  -0.6289
Si  0.1091  0.0472  -0.2896
Si  -0.2666  -0.2685  0.0836
Si  -0.0168  -0.0556  -0.1523
Si  -0.1008  -0.0739  -0.3659
Si  0.1008  -0.1188  -0.3168
Si  0.0394  0.0234  -0.1516
Si  -0.0814  0.1522  -0.7485
Si  -0.1385  0.0474  -0.3589
Si  0.101  0.09  -0.0365
Si  0.0982  0.028  -0.1699
Si  -0.2628  -0.1573  0.1678
Si  0.0911  0.014  0.1389
Si  0.1123  -0.007  0.0376
O  0.1217  0.0009  0.3016
O  -0.4443  -0.2552  -0.0935
O  0.3  0.1664  0.1532
O  0.1554  -0.0579  0.1466
O  -0.1211  0.1041  0.1972
O  0.2705  -0.562  -0.1456
O  -0.2335  -0.1398  -0.0378
O  0.161  -0.105  0.0524
O  0.2044  -0.0586  0.0047
O  -0.0083  0.0255  0.1242
O  0.1732  -0.0099  -0.1596
O  -0.0542  -0.073  -0.0477
O  -0.1234  -0.0241  -0.146
O  -0.0144  0.0527  -0.404
O  0.1469  -0.004  0.0279
O  0.1498  -0.0541  -0.2095
O  -0.0014  0.0984  -0.1951
O  -0.0786  -0.0186  0.3368
O  -0.0697  -0.2029  0.0294
O  -0.0681  -0.1333  -0.0266
O  0.0508  -0.08  0.1147
O  -0.0104  0.0349  -0.0484
O  0.0576  0.0496  0.2204
O  0.0253  -0.0136  0.005
O  -0.104  -0.0461  0.1026
O  0.1635  -0.2149  0.1238
O  0.1832  -0.0328  -0.1363
O  0.1502  0.0619  -0.0596
O  -0.1206  0.0076  0.1429
O  -0.093  0.2817  0.0121
O  0.0798  -0.0922  0.2161
O  0.0297  0.0257  -0.0401
O  0.0607  0.0727  0.1111
O  0.1476  -0.0895  -0.0097
O  -0.0358  0.105  -0.2784
O  -0.3309  -0.4468  -0.4357
O  -0.0683  0.164  0.0154
O  0.0883  -0.0203  -0.2096
O  0.064  -0.0197  -0.1595
O  -0.2969  0.118  -0.3379
O  0.0272  0.0069  -0.101
O  -0.0731  -0.1669  -0.0915
O  0.0164  -0.0991  0.3225
O  -0.0106  -0.043  0.1241
O  0.1177  0.2262  -0.277
O  -0.02  -0.1067  -0.1494
O  -0.0625  0.0313  -0.1359
O  -0.0249  0.0155  -0.0143
O  0.0081  -0.0261  0.0372
O  0.0104  -0.0632  0.032
O  -0.0495  -0.051  -0.154
O  0.0731  -0.0187  -0.0801
O  -0.11  -0.0606  0.0021
O  0.0271  -0.0179  -0.084
O  -0.0421  0.1628  0.2802
O  0.0432  -0.0433  -0.0367
O  -0.1357  -0.0504  0.024
O  -0.1131  -0.0578  0.2142
O  -0.0034  0.0662  0.0748
O  0.1127  -0.0388  -0.1216
O  0.0435  0.0182  0.0548
O  0.0031  0.0226  0.073
O  -0.018  0.035  -0.0669
O  0.015  0.0887  0.1084
O  0.0388  0.0934  -0.0869
O  0.0376  -0.1287  0.0947
O  -0.0568  -0.0179  -0.0134
O  -0.0416  0.0139  -0.0026
O  0.0345  -0.0893  0.2142
O  -0.0659  -0.0628  0.1255
O  0.0704  -0.0503  0.0429
O  -0.0575  -0.0147  0.1676
O  0.0203  0.029  0.1962
O  -0.0987  -0.0126  -0.048
O  0.1355  0.0386  0.058
O  -0.0504  0.0587  0.1026
O  0.1155  0.052  0.0163
O  -0.0003  0.0758  0.0439
O  0.2075  0.051  0.1502
O  -0.004  -0.0175  0.0647
O  -0.0662  -0.0048  0.006
O  -0.104  0.0876  -0.002

The program warned: the cutoff lies below the one the program advises for these potential files.
